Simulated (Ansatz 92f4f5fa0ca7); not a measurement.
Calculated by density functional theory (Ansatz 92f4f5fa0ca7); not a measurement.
Periodic cell of 221 atoms, Si132O88H1, from a study of silicon, its oxide and their interface. The atomic structure is a simulated model.

Settings
functional: PBE
potential files: Ansatz PAW
basis: plane waves
wave-function cutoff: 700 eV
density cutoff ratio: 5
exchange-correlation grid ratio: 1
k mesh: 2 x 2 x 1, shifted by 0.5 0.5 0.5 of a step
self-consistency stop: 5e-08 eV per atom in the density residual
occupations: fixed
spin: none
net charge: +1 e, with a uniform compensating background and no finite-size correction

Cell vectors (angstrom)
a  10.938  0  0
b  0  10.938  0
c  0  0  33.3288

Atoms and the computed forces on them: element, x, y, z (angstrom), force x, y, z (eV/angstrom)
Si  -0.2062  0.1962  25.7634  -0.0207  0.0114  -0.024
Si  5.9708  -0.5525  25.7799  0.0369  -0.0069  -0.0263
Si  2.8549  2.7998  25.855  -0.0019  0.0082  -0.0371
Si  8.3429  2.3192  25.931  -0.0073  -0.0294  -0.0086
Si  -0.4842  6.009  25.7398  -0.0069  0.0385  -0.021
Si  5.3639  5.6938  25.8114  -0.0099  0.0083  -0.0197
Si  3.016  7.8395  25.8417  0.0021  -0.0132  -0.0188
Si  8.2234  8.2235  26.1608  -0.0088  0.0032  -0.0044
Si  1.4185  1.3584  27.0803  -0.0002  -0.015  -0.0017
Si  6.8632  1.1428  27.2512  -0.0092  -0.0055  -0.0117
Si  4.2236  4.1065  27.1928  0.009  0.02  0.0142
Si  9.5237  4.1281  27.0046  -0.0069  -0.0072  0.0056
Si  1.3273  6.7938  27.139  0.0126  0.0241  -0.0136
Si  6.8113  6.8025  27.308  -0.0123  -0.011  -0.0092
Si  4.1832  9.4721  27.1  0.0066  -0.0006  0.0128
Si  9.6853  9.6228  27.2731  -0.0133  0.0046  -0.0081
Si  2.7723  -0.0367  28.4685  0.001  0.0037  0.0026
Si  8.2639  -0.0608  28.6409  0.0066  0.0104  -0.0024
Si  0.0132  2.7654  28.4522  -0.0017  0.0022  -0.0054
Si  5.5271  2.6677  28.5348  -0.0114  0.0016  -0.0101
Si  2.7393  5.433  28.5249  0.0016  0.007  -0.0122
Si  8.2205  5.404  28.5454  0.0232  -0.0102  0.004
Si  0.0716  8.1897  28.569  -0.0064  -0.0094  0.005
Si  5.4619  8.1952  28.6021  -0.0086  -0.0057  -0.0078
Si  4.1018  1.3673  29.9106  -0.0755  -0.1639  -0.3022
Si  9.5708  1.3673  29.9106  0.3127  0.4796  -0.0254
Si  1.3673  4.1018  29.9106  -0.0372  -0.1677  -0.1674
Si  6.8362  4.1018  29.9106  0.1503  -0.4075  0.0956
Si  4.1018  6.8362  29.9106  -0.3773  -0.1079  0.1409
Si  9.5708  6.8362  29.9106  0.0754  -0.1218  -0.2146
Si  1.3673  9.5708  29.9106  0.4727  0.1237  0.0149
Si  6.8362  9.5708  29.9106  0.0273  -0.2508  0.5537
Si  0  0  31.2778  0.1293  0.1471  -0.0486
Si  5.469  0  31.2778  0.0066  0.0055  0.0053
Si  2.7345  2.7345  31.2778  -0.0883  -0.0542  -0.0516
Si  8.2035  2.7345  31.2778  0.0169  0.0745  0.0331
Si  0  5.469  31.2778  -0.0303  0.0393  -0.0131
Si  5.469  5.469  31.2778  -0.0881  -0.0442  -0.0511
Si  2.7345  8.2035  31.2778  0.0032  0.0347  0.0283
Si  8.2035  8.2035  31.2778  -0.1344  -0.0417  0.0205
Si  1.3673  1.3673  32.6451  0.0096  -0.0429  0.0237
Si  6.8362  1.3673  32.6451  0.038  -0.04  -0.0069
Si  4.1018  4.1018  32.6451  0.0137  -0.0055  -0.0051
Si  9.5708  4.1018  32.6451  -0.0062  -0.0384  0.0007
Si  1.3673  6.8362  32.6451  0.0515  0.0197  -0.0086
Si  6.8362  6.8362  32.6451  0.0866  -0.0141  0.0172
Si  4.1018  9.5708  32.6451  -0.0069  -0.0524  -0.0068
Si  9.5708  9.5708  32.6451  0.0011  -0.0074  -0.0102
Si  2.7345  0  0.6835  0.0226  -0.015  -0.0196
Si  8.2035  0  0.6835  -0.0615  0.0513  -0.0102
Si  0  2.7345  0.6835  -0.0271  0.037  0.0037
Si  5.469  2.7345  0.6835  -0.0256  0.0101  0.0209
Si  2.7345  5.469  0.6835  -0.065  0.0609  -0.0092
Si  8.2035  5.469  0.6835  0.018  -0.0061  -0.0164
Si  0  8.2035  0.6835  -0.0212  -0.0335  0.0166
Si  5.469  8.2035  0.6835  -0.0259  0.0637  -0.0036
Si  4.1018  1.3673  2.0507  -0.0607  -0.0963  0.0429
Si  9.5708  1.3673  2.0507  0.051  -0.0936  -0.0511
Si  1.3673  4.1018  2.0507  0.0681  -0.0131  -0.01
Si  6.8362  4.1018  2.0507  0.0906  0.0413  0.0499
Si  4.1018  6.8362  2.0507  -0.0531  -0.0672  -0.0151
Si  9.5708  6.8362  2.0507  -0.1031  -0.0244  0.0143
Si  1.3673  9.5708  2.0507  0.149  0.1623  0.0262
Si  6.8362  9.5708  2.0507  0.0388  -0.074  -0.0269
Si  0  0  3.418  -0.0354  0.4883  -0.595
Si  5.469  0  3.418  0.0642  0.0836  0.0959
Si  2.7345  2.7345  3.418  -0.086  0.2329  -0.0877
Si  8.2035  2.7345  3.418  -0.05  0.0628  0.3301
Si  0  5.469  3.418  -0.1791  -0.165  0.1135
Si  5.469  5.469  3.418  -0.1115  0.1632  0.2927
Si  2.7345  8.2035  3.418  0.2765  -0.0127  0.0364
Si  8.2035  8.2035  3.418  -0.4245  -0.2788  -0.4253
Si  1.2637  1.4797  4.7534  -0.0079  0.0206  0.0225
Si  6.8125  1.3884  4.8171  -0.0358  0.0315  0.0047
Si  4.1143  4.0672  4.8148  -0.0008  -0.0039  0.0075
Si  9.5132  4.1525  4.8434  0.0018  -0.0092  -0.0062
Si  1.3539  6.8452  4.7544  0.0098  -0.0076  0.0035
Si  6.7855  6.8992  4.8258  -0.012  -0.0013  -0.0009
Si  4.1296  9.5694  4.7995  0.0208  -0.01  0.0098
Si  9.5522  9.5861  4.655  -0.0117  0.0179  0.0048
Si  2.637  0.0293  5.9475  0.0063  -0.0228  0.0037
Si  8.2652  -0.0104  6.0361  -0.0074  0.0013  0.0128
Si  -0.0927  2.8238  6.2982  -0.002  -0.0168  -0.016
Si  5.4511  2.6951  6.2958  0.0105  0.009  -0.0207
Si  2.7569  5.5472  6.1286  -0.0083  0.02  0.0125
Si  8.0909  5.4863  6.2153  0.0338  -0.0009  0.0092
Si  -0.0768  8.2291  5.9836  0.0088  0.0064  0.0172
Si  5.5289  8.334  6.3215  0.0091  -0.0175  -0.0266
Si  3.6657  1.5245  7.3746  -0.0357  0.0007  0.0394
Si  9.7802  1.054  7.4633  -0.0086  -0.0349  0.0391
Si  1.6233  3.9892  7.5011  0.0154  0.0036  -0.0486
Si  6.5198  4.3724  7.636  -0.0191  0.0254  0.0264
Si  4.3221  6.6756  7.4788  -0.0291  -0.0188  0.0398
Si  9.3529  7.1021  7.3478  0.0011  0.0043  0.0177
Si  1.0747  9.8151  7.2224  0.0331  -0.0098  0.1811
Si  7.2863  9.4704  7.5872  0.0445  -0.0037  0.0569
O  1.8664  3.8913  25.1249  0.0035  -0.0124  -0.0135
O  7.1501  9.2637  25.3639  -0.0087  0.0064  -0.0107
O  2.7176  2.8322  7.8214  0.0054  -0.0157  0.0384
O  8.3459  8.2417  8.054  -0.0193  0.0246  0.0107
O  5.3758  5.5142  7.9827  0.0227  -0.0217  0.0209
O  0.0473  0.0008  7.8634  0.0256  -0.0387  -0.0007
O  4.1605  6.7382  25.3185  0.0072  -0.0063  -0.0196
O  9.5414  1.2955  25.3618  0.0221  -0.0077  -0.0203
O  1.7334  9.0542  8.5008  0.0211  -0.0426  -0.0179
O  1.3752  4.6018  9.3837  -0.0069  0.0038  0.059
O  8.9999  1.3456  8.8911  -0.0045  -0.0196  -0.0085
O  6.9904  10.4703  8.9077  0.0245  -0.0219  -0.0236
O  3.6744  0.6794  8.8165  0.0084  0.0316  -0.0076
O  3.5812  7.1658  8.8649  -0.0498  0.0587  0.0212
O  7.0466  3.889  9.141  -0.0232  -0.0109  0.0019
O  10.3507  6.271  8.416  0.008  -0.0003  0.0129
O  3.8488  2.1174  24.7257  -0.018  -0.0091  0.0015
O  5.4238  0.0151  24.3257  -0.0044  0.004  0.0186
O  7.2228  2.7069  24.7559  0.0189  0.0305  -0.0078
O  11.1206  5.6981  24.2569  -0.0126  -0.0204  0.0222
O  9.2823  7.1542  25.3909  0.0111  -0.0123  -0.0302
O  2.2969  8.4588  24.4944  0.0074  0.0121  0.0055
O  6.2163  5.1554  24.4841  -0.0186  -0.0137  0.0061
O  0.379  10.3597  24.4071  0.0135  0.0053  0.0114
Si  2.4325  8.0761  9.5589  0.012  0.1202  -0.045
Si  11.0652  6.787  14.41  0.0053  -0.0011  0.0105
Si  0.0072  -5.1431  17.2122  0.0022  0.0047  0.0007
Si  4.1669  0.8702  23.7218  -0.0119  -0.0015  0
Si  7.4371  -2.0152  20.3331  -0.0005  0.0029  0.0076
Si  8.2905  0.8143  21.2369  0.0009  -0.0039  0.0028
Si  1.7193  9.7413  23.6698  -0.0017  0.0039  0.0007
Si  10.5228  9.5248  14.4271  -0.0003  0.0016  0.0048
Si  3.9397  9.8108  11.7787  -0.0362  -0.0146  -0.0261
Si  4.9667  16.1794  12.0401  0.0038  0.0138  0.0083
Si  6.9434  1.8075  16.795  -0.0036  -0.0017  -0.0028
Si  4.6323  7.472  20.2375  0.004  -0.0044  0.0033
Si  13.2699  8.5718  14.1314  0.0004  0.0027  0.0019
Si  3.7401  1.5047  10.2253  0.0043  -0.005  0
Si  7.934  11.4772  9.8448  0.016  0.0029  0.015
Si  1.7314  8.3739  20.7961  -0.0045  0.0001  0.0005
Si  2.539  -5.4056  21.2622  0.003  0.0006  -0.001
Si  2.2333  4.0058  10.8644  -0.0058  0.0007  0.0175
Si  8.2746  4.395  17.5339  -0.0025  0.0013  0.0015
Si  6.9555  3.9265  23.6898  0.0065  0.0001  0.0072
Si  12.6288  3.6394  18.8311  0.0042  -0.0048  0.0004
Si  6.3493  3.0981  10.4015  -0.0082  -0.0076  0.0034
Si  4.5422  2.9707  18.4105  -0.0038  -0.0073  0.0002
Si  7.9561  -0.2429  15.0231  -0.0067  0.0021  0.0052
Si  10.5298  4.6426  12.2794  -0.0226  0.0041  0.0142
Si  -1.3643  3.1362  22.5642  0.0015  0.0008  0.0021
Si  6.2607  7.9321  12.3086  0.0009  -0.0051  0.0027
Si  8.5963  9.6496  12.2903  0.0005  -0.0007  0.0047
Si  5.56  2.3268  21.3913  -0.0027  0.0014  -0.0047
Si  12.0277  4.4167  23.8041  0.0091  -0.0156  -0.0017
Si  9.8758  2.698  19.6863  0.0029  -0.0038  0.0005
Si  11.204  5.9391  9.7311  -0.0363  0.0098  0.011
Si  -5.3288  5.8751  17.6731  -0.0019  0.0048  0.0004
Si  -0.8547  -2.5964  19.0503  0.0029  0.0009  -0.01
Si  8.0184  10.1143  17.7309  -0.0013  -0.0039  0.0023
Si  4.8219  6.8007  14.6743  0.0015  -0.0035  0.0103
O  7.6497  10.3004  13.475  0.0355  -0.0028  -0.0018
O  7.0029  9.5556  18.8774  0.0408  -0.0001  0.0077
O  7.8535  8.1971  12.0013  -0.0194  0.0199  0.0091
O  -1.5887  1.1785  20.0256  -0.0135  0.025  0.0144
O  4.5795  5.5043  13.6275  0.01  0.0217  -0.018
O  7.5301  9.6433  16.2224  0.0155  0.0334  0.0146
O  -1.4119  -1.3905  18.0659  -0.0246  -0.0121  0.0108
O  4.8738  13.5611  9.9284  0.0161  0.0006  0.0165
O  5.4648  9.26  11.782  -0.0331  -0.0164  0.0104
O  1.276  7.1029  10.2107  0.0121  0.0039  -0.0356
O  7.0854  1.1282  15.2918  0.0066  -0.017  0.011
O  8.4799  4.2298  23.1405  0.0005  -0.0195  -0.0094
O  5.6668  6.6245  11.4954  -0.0034  -0.0022  0.0385
O  1.4953  6.7767  21.0736  0.0312  0.0073  0.0004
O  -2.1329  8.006  20.0706  -0.0027  0.0283  -0.0043
O  10.1533  9.5992  12.8083  -0.0208  0.0058  0.0218
O  15.7522  4.49  17.9158  0.0219  0.0055  0.0073
O  6.0545  8.1369  20.8405  -0.0096  -0.0037  -0.0234
O  2.8295  -0.0237  23.6395  0.0058  -0.0065  -0.0015
O  3.1754  9.5819  13.1846  0.0159  -0.005  -0.0321
O  6.0094  3.5253  22.4173  0.0165  -0.0145  0.0071
O  9.9537  3.5805  21.0516  -0.012  -0.0313  0.0147
O  2.2574  4.3509  20.1821  -0.0051  0.0116  -0.0039
O  -5.9148  7.0023  18.7055  0.0054  -0.0191  0.0109
O  0.5417  -2.0981  19.7616  -0.0034  -0.0231  0.006
O  8.6638  10.5351  10.938  -0.0243  0.0058  -0.0102
O  11.664  6.2556  15.8209  -0.0216  0.0116  -0.0184
O  12.1029  4.2125  12.0594  0.0052  -0.0009  -0.0426
O  9.6302  10.711  15.1352  -0.0035  -0.0252  -0.0169
O  10.3375  5.6002  13.5706  0.0188  -0.0025  -0.0184
O  0.4359  2.6111  19.0528  -0.008  0.0182  0.0056
O  3.9929  11.4047  11.4384  -0.0146  -0.0382  -0.0087
O  1.3653  7.3888  13.489  -0.021  0.0011  0.0287
O  12.1329  9.5889  14.8096  -0.016  -0.0098  -0.0092
O  7.2168  5.593  17.9148  -0.0141  -0.0208  -0.0148
O  3.4748  -3.2218  14.9525  0.0149  -0.0017  -0.0177
O  12.0711  4.8421  17.8841  -0.0133  -0.0054  0.0121
O  10.991  3.217  23.3739  -0.0095  0.0216  -0.0005
O  5.9658  18.6375  13.9055  -0.0193  -0.0101  -0.0298
O  2.2237  4.8442  22.7118  -0.0169  0.0083  0.0047
O  6.8569  1.4935  20.9047  0.0082  0.0074  0.0242
O  5.3687  -4.6145  16.1181  -0.0036  0.0006  0.0019
O  1.4543  -1.6746  22.1384  0.0122  -0.0091  0.0139
O  -2.1461  3.5367  18.8091  0.0052  0.004  -0.0135
O  9.5775  5.0052  16.7763  -0.0001  0.0011  0.0239
O  9.5927  3.325  12.4066  -0.0308  0.0301  0.0162
O  4.5141  1.3818  22.2154  0.0187  0.0086  0.0139
O  3.3179  -2.4268  20.2615  -0.0063  -0.0136  0.0146
O  2.9254  2.755  18.2005  0.0042  0.0172  0.0192
O  3.5763  4.8665  11.1949  0.0033  -0.0142  0.0133
O  6.0726  4.0399  11.7336  -0.0113  0.0066  -0.0213
O  10.02  7.9948  14.8013  0.0328  0.0018  -0.0103
O  -6.0517  2.8529  20.0069  -0.0031  -0.0028  -0.0077
O  7.8953  11.7619  17.7132  -0.0162  -0.0108  -0.0091
O  7.9753  -0.7983  21.3387  -0.0016  -0.0013  -0.0279
O  4.0755  6.1539  21.0969  -0.0256  0.0133  -0.0195
O  8.9459  1.5951  22.5447  0.0011  0.0268  -0.0268
O  2.4261  2.4213  10.6116  0.0057  0.0301  0.0011
O  18.4678  3.3128  16.5653  -0.0048  0.0051  0.0254
O  3.063  8.9835  10.7102  -0.0017  -0.0377  -0.0475
O  10.1878  5.463  10.8905  0.0424  -0.01  0.0058
O  7.1578  1.7105  10.6932  0.0024  0.008  -0.0175
O  10.4961  -3.9203  18.1859  -0.0011  -0.0001  -0.0054
O  5.4446  1.9409  17.4762  0.0147  0.024  0.0154
H  8.9297  3.2994  13.1135  0.0541  0.0024  -0.0221

Results
free energy: -133997.988 eV
free energy less fixed offsets of H -17.10, O -569.03, Si -635.61 eV per atom: -5.728 eV

The program warned: the cutoff lies below the one the program advises for these potential files; the exchange-correlation potential is rough where the density is thin.
